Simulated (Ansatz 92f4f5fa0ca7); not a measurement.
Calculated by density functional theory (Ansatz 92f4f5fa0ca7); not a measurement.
Periodic cell of 348 atoms, Si240O108, from a study of silicon, its oxide and their interface. The atomic structure is a simulated model.
Doubt: the cutoff is far below the 930 eV that the study's wrapper takes by default for these files, so forces and energies are approximate.
This geometry differs little from another in the collection (a relaxation step or a small displacement).

Settings
functional: PBE
potential files: Ansatz PAW
basis: plane waves
wave-function cutoff: 580 eV
density cutoff ratio: 5
exchange-correlation grid ratio: 1
k mesh: 1 x 1 x 1, Gamma-centred
self-consistency stop: 5e-08 eV per atom in the density residual
occupations: fixed
spin: none
net charge: 0

Cell vectors (angstrom)
a  11.6015  0  0
b  0  13.3963  0
c  0  0  40.3778

Atoms and the computed forces on them: element, x, y, z (angstrom), force x, y, z (eV/angstrom)
Si  0  2.2327  1.1851  -0.0042  -0.002  0.0084
Si  3.8672  2.2327  1.1851  0.0047  -0.0004  0.0195
Si  7.7343  2.2327  1.1851  0.0117  -0.0139  -0.0125
Si  1.9336  5.5818  1.1851  -0.0035  0.014  -0.0107
Si  5.8008  5.5818  1.1851  -0.0003  0.0001  0.0212
Si  9.6679  5.5818  1.1851  0.0081  -0.0188  -0.0079
Si  0  8.9308  1.1851  0.0053  -0.0014  0.0052
Si  3.8672  8.9308  1.1851  -0.0074  0.013  -0.0208
Si  7.7343  8.9308  1.1851  0.0003  0.0111  0.0157
Si  1.9336  12.2799  1.1851  0.0098  0.001  0.005
Si  5.8008  12.2799  1.1851  0.006  -0.0064  0.0352
Si  9.6679  12.2799  1.1851  0.0121  -0.0005  -0.0137
Si  1.9336  1.1164  1.9745  -0.0307  -0.0165  -0.0071
Si  5.8008  1.1164  1.9745  0.0257  0.0358  -0.0088
Si  9.6679  1.1164  1.9745  -0.0242  0.0038  0.0031
Si  0  4.4654  1.9745  -0.0204  0.0428  -0.0006
Si  3.8672  4.4654  1.9745  -0.006  0.0122  -0.0068
Si  7.7343  4.4654  1.9745  0.0197  0.0134  -0.01
Si  1.9336  7.8145  1.9745  0.0204  -0.0399  0.0045
Si  5.8008  7.8145  1.9745  -0.022  0.0145  -0.0061
Si  9.6679  7.8145  1.9745  0.0103  0.0126  -0.0062
Si  0  11.1635  1.9745  -0.0619  0.0015  0.0032
Si  3.8672  11.1635  1.9745  -0.029  -0.0701  -0.0057
Si  7.7343  11.1635  1.9745  0.0033  -0.0152  0.0023
Si  1.9336  1.1164  4.3426  -0.0976  0.0051  0.0069
Si  5.8008  1.1164  4.3426  0.0878  0.095  -0.0199
Si  9.6679  1.1164  4.3426  -0.0526  0.0206  -0.1748
Si  0  4.4654  4.3426  -0.048  0.1344  -0.098
Si  3.8672  4.4654  4.3426  -0.0204  0.099  0.0437
Si  7.7343  4.4654  4.3426  0.0569  0.0719  0.0108
Si  1.9336  7.8145  4.3426  0.0327  -0.0757  -0.1444
Si  5.8008  7.8145  4.3426  -0.0799  0.0658  0.1236
Si  9.6679  7.8145  4.3426  0.0254  0.056  0.1561
Si  0  11.1635  4.3426  -0.1857  0.0001  -0.0753
Si  3.8672  11.1635  4.3426  -0.0637  -0.1601  -0.079
Si  7.7343  11.1635  4.3426  0.0129  -0.0015  0.0796
Si  0  0  36.0373  0.091  -0.09  0.0888
Si  3.8672  0  36.0373  -0.025  -0.0432  0.0727
Si  7.7343  0  36.0373  0.0575  -0.0517  -0.0077
Si  1.9336  3.3491  36.0373  0.0328  -0.0374  -0.0676
Si  5.8008  3.3491  36.0373  0.0283  0.0139  0.1265
Si  9.6679  3.3491  36.0373  0.0304  -0.066  -0.0155
Si  0  6.6981  36.0373  -0.02  -0.0386  -0.0761
Si  3.8672  6.6981  36.0373  0.0453  0.0063  -0.0875
Si  7.7343  6.6981  36.0373  0.0357  0.0646  0.0823
Si  1.9336  10.0472  36.0373  -0.0866  0.064  0.0862
Si  5.8008  10.0472  36.0373  0.0804  -0.0661  -0.0928
Si  9.6679  10.0472  36.0373  0.0334  -0.0538  -0.05
Si  0  0  38.4054  0.0353  -0.0226  -0.002
Si  3.8672  0  38.4054  -0.0083  -0.0075  0.006
Si  7.7343  0  38.4054  0.0252  -0.0025  0.0065
Si  1.9336  3.3491  38.4054  0.0084  0.007  0.001
Si  5.8008  3.3491  38.4054  0.0155  0.0081  0.0015
Si  9.6679  3.3491  38.4054  0.0042  -0.0211  0.0045
Si  0  6.6981  38.4054  -0.0046  -0.009  0.0018
Si  3.8672  6.6981  38.4054  0.0109  0.0195  0.0032
Si  7.7343  6.6981  38.4054  0.0134  0.035  -0.0069
Si  1.9336  10.0472  38.4054  -0.0294  0.0392  -0.0007
Si  5.8008  10.0472  38.4054  0.0242  -0.0162  0.0076
Si  9.6679  10.0472  38.4054  0.0121  -0.0074  0.0003
Si  0  2.2327  39.1948  -0.0018  0.0002  -0.0101
Si  3.8672  2.2327  39.1948  0.0015  -0.0022  -0.0105
Si  7.7343  2.2327  39.1948  -0.0096  0.0136  0.0062
Si  1.9336  5.5818  39.1948  -0.0002  -0.0099  -0.0111
Si  5.8008  5.5818  39.1948  0.0056  -0.0054  -0.0096
Si  9.6679  5.5818  39.1948  -0.0109  0.0151  -0.0082
Si  0  8.9308  39.1948  0.003  0.0056  -0.0002
Si  3.8672  8.9308  39.1948  -0.0026  -0.0096  -0.0162
Si  7.7343  8.9308  39.1948  -0.0001  -0.0142  0.0046
Si  1.9336  12.2799  39.1948  -0.0083  -0.006  0.0256
Si  5.8008  12.2799  39.1948  -0.0093  0.0084  -0.0202
Si  9.6679  12.2799  39.1948  -0.0087  0.0051  -0.0045
Si  0.0959  -0.1292  28.8192  0.0084  -0.0061  -0.0067
Si  3.885  -0.0445  28.9432  0.0042  -0.0011  -0.0087
Si  7.6775  0.0628  29.0522  -0.0089  -0.0014  -0.0105
Si  2.0142  3.439  29.0692  0.0044  0.0181  -0.0218
Si  5.9572  3.2044  29.0293  0.0125  -0.0088  -0.014
Si  9.7972  3.2244  28.9365  0.0084  0.0065  -0.0174
Si  0.0385  6.6683  29.0172  0.0007  0.0027  -0.0263
Si  3.9384  6.6247  28.9562  0.0049  -0.0047  -0.0125
Si  7.8185  6.7049  28.895  0.007  0.0068  -0.0128
Si  1.9872  9.9209  28.9569  0.0073  -0.0043  -0.0246
Si  5.8374  10.0727  28.9666  0.009  0.0091  -0.0067
Si  9.6626  10.0506  28.7063  0.0021  0.0022  -0.0208
Si  0.1308  2.127  29.6672  -0.005  -0.0018  0.0156
Si  3.9282  2.2021  29.7208  -0.0058  -0.0051  0.0151
Si  7.8742  2.2223  29.9248  -0.0043  0.0011  0.0305
Si  1.9889  5.6316  29.8755  -0.0052  -0.0142  0.0181
Si  5.8964  5.5058  29.6372  -0.0083  0.0027  0.0137
Si  9.7115  5.5  29.6795  -0.0001  -0.0026  0.0158
Si  -0.0305  8.9336  29.6641  0.003  -0.0016  0.0113
Si  3.9417  8.8657  29.7279  -0.0022  0.0038  0.0166
Si  7.7879  8.9364  29.6677  -0.0089  -0.0036  0.0124
Si  1.9812  12.1791  29.7118  -0.0065  0.0112  0.0169
Si  5.8059  12.2685  29.8251  0.0045  -0.0055  0.0171
Si  9.6734  12.2684  29.5562  -0.0059  0.0038  0.0083
Si  0.0581  2.1773  32.0557  0.0048  -0.0014  0.0103
Si  3.9016  2.2103  32.095  -0.0046  0.0002  0.0142
Si  7.8039  2.2176  32.2383  0.0015  0.0009  0.0082
Si  1.9639  5.5995  32.198  -0.001  0.0051  0.0052
Si  5.8461  5.5415  32.0389  0.0004  0.0011  0.0153
Si  9.6932  5.538  32.0633  -0.0006  -0.0009  0.0111
Si  -0.0039  8.9297  32.0529  -0.0014  0.001  0.007
Si  3.9071  8.8961  32.0959  0.0021  -0.004  0.0098
Si  7.7718  8.9217  32.0528  0.0041  0.0007  0.0093
Si  1.957  12.2355  32.0844  -0.0003  -0.0006  0.0051
Si  5.804  12.2627  32.1649  -0.0058  -0.0001  0.0045
Si  9.678  12.2587  31.9869  -0.0016  -0.0022  0.0148
Si  1.9755  1.0779  32.8807  -0.0007  0.0025  -0.0107
Si  5.8275  1.1065  32.918  0.002  -0.0028  -0.01
Si  9.7365  1.0652  32.8913  -0.0016  0.0012  -0.0087
Si  0.0232  4.4235  32.8708  0.0002  0.0002  -0.0129
Si  3.9086  4.4508  32.8859  -0.0011  -0.0002  -0.0111
Si  7.7653  4.4674  32.9153  0.0016  0.0002  -0.0075
Si  1.9414  7.8407  32.899  0.0025  -0.004  -0.0098
Si  5.8437  7.7795  32.8542  -0.002  0.0024  -0.0105
Si  9.6888  7.7854  32.8568  -0.0035  0.0032  -0.0112
Si  -0.0051  11.1542  32.852  0.0014  -0.0003  -0.0085
Si  3.8776  11.1247  32.905  0.0041  0.003  -0.0053
Si  7.7647  11.1487  32.8677  0.0012  -0.0029  -0.0113
Si  1.9365  1.1112  35.2479  0.0007  -0.0001  0.0008
Si  5.8003  1.1161  35.2694  -0.0005  0.0019  -0.0001
Si  9.681  1.1035  35.2544  0.002  -0.0014  0.0016
Si  -0.0013  4.4568  35.2418  -0.0004  0.0006  0.0013
Si  3.8761  4.4622  35.2509  0.0011  0.0004  0
Si  7.7357  4.4721  35.2689  -0.0009  0.0001  -0.0011
Si  1.9318  7.825  35.2594  -0.0015  0.0016  -0.0027
Si  5.8079  7.8076  35.2333  0.0014  -0.001  0.0012
Si  9.669  7.8093  35.2347  0.0007  -0.0013  0.0015
Si  -0.0043  11.1638  35.2326  -0.0017  -0.0003  0.0008
Si  3.8656  11.157  35.2621  -0.0013  -0.0019  -0.0034
Si  7.7422  11.162  35.2414  -0.0002  -0.0011  0.0002
Si  -0.0149  0.0008  5.1217  -0.0009  -0.0016  -0.0023
Si  3.8715  -0.0102  5.0861  0.0012  0.0014  -0.0006
Si  7.7369  0.0026  5.1271  0.0023  0.0021  0.001
Si  1.9219  3.355  5.111  0.0034  -0.0036  0.0025
Si  5.8049  3.3627  5.1312  0.0003  0.0003  -0.0004
Si  9.674  3.3465  5.122  0.0032  0.0033  0.0017
Si  0.0099  6.7082  5.1446  0.0046  -0.0004  -0.0041
Si  3.8636  6.7019  5.1535  0.0025  0.0002  0.0004
Si  7.7307  6.7056  5.1386  0.0024  0.0018  -0.0019
Si  1.9119  10.0373  5.1075  -0.0037  -0.0012  0.0014
Si  5.7974  10.0571  5.1466  0.0007  0  0.0001
Si  9.6631  10.0502  5.1594  -0.0007  0.002  -0.0047
Si  -0.067  0.0041  7.4818  -0.0008  0.0075  0.0135
Si  3.8581  -0.0142  7.4223  -0.004  0.0047  0.0154
Si  7.7268  0.0352  7.4918  -0.0053  -0.006  0.0066
Si  1.8914  3.3703  7.4643  -0.0015  -0.0033  0.0048
Si  5.7998  3.4127  7.4969  -0.0036  -0.007  0.0111
Si  9.6822  3.3586  7.4837  -0.0001  -0.0046  0.0103
Si  0.0245  6.7294  7.5215  -0.006  0.0006  0.0175
Si  3.8435  6.7284  7.5379  -0.0037  -0.0032  0.0093
Si  7.7178  6.7402  7.5118  0.0015  -0.0021  0.0174
Si  1.8076  10.0322  7.4586  0.009  0.0051  0.0082
Si  5.7387  10.101  7.525  0.005  -0.0041  0.012
Si  9.604  10.0651  7.5499  0.0026  -0.0001  0.0142
Si  -0.0034  2.2141  8.3081  -0.0032  -0.0041  -0.0056
Si  3.8419  2.2316  8.0919  0.0057  -0.0036  -0.0123
Si  7.7385  2.278  8.2636  0.0025  0.001  0.0011
Si  1.9337  5.5684  8.366  0.0115  -0.002  0.0094
Si  5.7901  5.6514  8.3527  0.0019  0.0048  -0.007
Si  9.6851  5.6088  8.1994  -0.0041  0.0022  -0.0144
Si  -0.1021  8.933  8.4175  -0.0103  -0.0018  -0.0073
Si  3.754  9.0026  8.2481  -0.003  0  0.0046
Si  7.6537  8.972  8.3376  -0.0054  -0.0016  -0.0094
Si  1.8864  12.2737  8.1259  0.0017  -0.0052  -0.0087
Si  5.7998  12.3565  8.3147  0.0106  0.0068  0.0027
Si  9.6113  12.2978  8.37  -0.0046  -0.0012  -0.0049
Si  0.019  2.1189  10.6976  -0.0115  0.0041  -0.0136
Si  3.8446  2.1484  10.3843  0.003  -0.0051  -0.0253
Si  7.7865  2.3372  10.6244  -0.0036  0.0053  -0.0187
Si  1.9655  5.3108  10.7688  -0.021  0.0898  -0.0139
Si  5.7493  5.686  10.7486  0.0086  0.003  -0.0236
Si  9.7188  5.5928  10.5262  0.0001  0.0074  -0.0195
Si  -0.2769  8.9517  10.8568  0.0258  0.0066  -0.0135
Si  3.6835  9.1957  10.5887  0.0051  0.0029  -0.0316
Si  7.5469  8.9787  10.7242  0.0024  -0.0024  -0.0119
Si  1.8282  12.2334  10.4351  0.0044  0.0087  -0.0292
Si  5.8243  12.4762  10.7062  -0.0137  -0.0095  -0.0247
Si  9.5395  12.3098  10.7852  0.0212  0.0038  -0.0109
Si  2.0143  0.9659  11.3189  -0.003  -0.0108  0.0204
Si  5.8049  1.3826  11.3644  0.0174  0.0005  0.0128
Si  9.6337  1.1535  11.5213  0.0036  -0.0024  0.0072
Si  -0.0508  4.3283  11.4386  0.0183  -0.0239  0.0149
Si  3.9538  4.2598  11.3502  -0.0115  0.0035  0.002
Si  7.79  4.5855  11.3453  0.0026  -0.0079  0.0148
Si  1.7972  8.3249  11.7269  -0.024  -0.027  0.0479
Si  5.4911  8.0201  11.449  -0.008  0.0124  0.0183
Si  9.3375  7.6836  11.5473  -0.0159  -0.0063  0.0166
Si  -0.0897  11.2323  11.4426  -0.0331  0.0077  0.0091
Si  3.853  11.4159  11.3023  0.02  0.0041  0.0158
Si  7.5858  11.1983  11.6238  -0.0056  -0.0046  0.0147
O  2.147  -20.0574  11.5786  0.0249  -0.0565  -0.0203
O  5.1096  8.5628  12.9927  0.0028  -0.0016  -0.0072
O  9.5774  1.2734  13.1848  -0.003  0.0001  -0.0049
O  8.8093  7.2732  13.1089  0.0027  0.0075  -0.0103
O  2.3442  0.5367  12.9078  0.0012  0.0033  0.0016
O  5.6373  2.0499  12.9136  -0.0102  0.0103  -0.0014
O  1.75  8.6262  13.3666  0.003  0.0029  -0.0239
O  0.0262  11.3445  13.0961  0.0052  -0.0031  0.0023
O  3.8688  11.6738  12.9613  -0.0007  0.0012  0.0028
O  -0.1117  4.125  13.0994  -0.0062  0.0031  0.001
O  8.1028  4.6826  12.9858  -0.0024  -0.0009  -0.0013
O  7.3337  11.2274  13.2881  0.002  0.0021  -0.0121
O  6.2063  2.8498  27.4089  -0.0018  0.0053  -0.0051
O  2.072  9.746  27.3103  -0.0059  0.0011  -0.0043
O  -4.3083  0.3276  27.4392  -0.001  -0.0037  -0.0068
O  11.6139  6.6109  27.3679  -0.0001  0.0005  -0.015
O  7.8965  6.9019  27.2313  0.0007  0.0032  0.0119
O  0.2899  13.0485  27.1745  -0.0014  0.0007  0.0013
O  9.6258  10.0489  27.0165  -0.0004  -0.001  0.0167
O  3.8656  6.5927  27.2872  -0.0049  0.0047  0.0077
O  5.8299  10.2109  27.3151  0.0003  -0.0024  -0.0068
O  9.9067  2.9572  27.2818  0.0022  -0.0031  0.0084
O  -21.2008  -9.5351  27.4746  0.001  -0.0109  -0.0035
O  3.8578  -0.0668  27.2759  -0.002  0.0022  0.0006
Si  6.3285  15.1538  17.3676  0.0025  -0.001  0.0017
Si  1.0522  7.8349  14.6216  0.0012  -0.0039  0.0072
Si  9.2334  10.7555  25.5699  -0.004  -0.0001  -0.0107
Si  3.204  8.5067  16.7245  -0.0104  0.0009  -0.0042
Si  -3.38  -0.6088  16.5858  0.002  0.0026  0.0021
Si  9.1375  3.1968  25.8608  -0.0014  -0.0004  -0.0104
Si  7.6515  10.4901  14.7236  0.005  -0.0032  0.0105
Si  4.8076  6.1063  18.1088  0.0011  -0.0027  0.0022
Si  11.155  10.029  20.3388  -0.0019  0.0044  -0.0047
Si  10.1022  3.5359  23.0182  0.0029  -0.0022  -0.0039
Si  3.8122  1.6692  15.5148  -0.0023  -0.0042  0.0046
Si  4.2373  8.7153  24.2974  0.0035  -0.0026  -0.0038
Si  10.9068  3.204  16.6566  -0.0002  -0.0002  0.0005
Si  7.5771  6.013  25.8985  0.0032  -0.0071  -0.0085
Si  0.4203  11.9889  14.5427  0.0042  0.0019  0.0034
Si  6.7696  1.5864  26.5216  0.0001  -0.0029  -0.0025
Si  5.867  5.5732  15.3376  -0.0003  0.0019  0.0044
Si  9.4809  6.4326  23.773  -0.0006  0.0011  -0.0027
Si  8.5515  5.8936  13.9914  0.0072  -0.0051  0.013
Si  -3.9443  6.5743  19.2333  0.0015  -0.0005  -0.0015
Si  3.0981  12.804  13.8504  -0.002  -0.0039  0.0082
Si  3.4288  3.8312  19.796  0.0002  -0.0012  -0.0033
Si  8.4716  3.6703  18.4858  0.0009  0.0005  0.0002
Si  1.2697  2.8391  21.7929  0  -0.0016  -0.0056
Si  3.4832  -0.993  20.7552  -0.0016  -0.0011  -0.0044
Si  11.6818  12.4713  25.6546  0.0047  0.0028  -0.0059
Si  7.4846  9.0438  20.7023  -0.0006  -0.0008  -0.0043
Si  1.6478  9.6407  25.7453  0.0052  -0.0061  -0.0015
Si  1.883  2.0704  17.7952  -0.0015  -0.0007  0.0046
Si  4.7038  3.3621  13.374  -0.0012  -0.0107  0.0276
Si  2.5899  10.1738  19.2407  -0.0038  0.0013  -0.0018
Si  -1.7724  12.7169  19.4496  0.0024  -0.0012  -0.0001
Si  4.4133  6.0143  25.8541  -0.0039  -0.0031  -0.0096
Si  4.426  13.3528  25.7428  0.0046  0.0025  -0.0074
Si  1.9023  1.2878  24.3996  0  0.0021  -0.0036
Si  4.4351  9.683  21.3987  -0.0011  0.0032  -0.0052
Si  1.0657  0.4559  20.003  -0.0004  0  -0.0046
Si  8.4876  15.0962  20.9164  -0.0005  -0.0014  -0.0023
Si  9.7217  9.2517  22.7698  0.0003  0.002  -0.0054
Si  10.4071  9.7339  15.6389  0.0008  0.0019  0.0033
Si  6.0563  10.6559  25.7673  -0.0049  -0.001  -0.0041
Si  9.3165  8.761  18.4998  -0.0011  -0.0004  -0.0002
Si  5.4668  14.8657  20.3197  -0.0005  0.0011  -0.0007
Si  5.2787  8.5005  14.6118  -0.0043  0.0005  0.008
Si  2.1793  4.1211  25.891  -0.0086  -0.0055  0.0008
Si  -0.1616  5.041  14.4466  0.0051  0.0039  0.0051
Si  0.3396  6.6931  25.7873  -0.0056  -0.0036  0.0063
Si  10.1289  14.2817  14.6665  0.0032  -0.0022  0.0071
O  9.029  0.1794  20.6008  0.0004  0.0001  0.0012
O  4.5505  0.2321  20.8564  0.0012  0  0.0017
O  0.2554  4.2176  15.7894  -0.0007  0.0021  -0.0012
O  -0.2527  13.2707  19.2653  -0.0009  0.0002  0.0016
O  2.4307  1.6187  16.3509  0.0009  -0.0005  -0.0016
O  1.3108  5.4267  25.4107  -0.0027  0.0016  0.011
O  11.0467  9.8127  21.9648  0.0002  -0.0008  0.0022
O  7.2327  16.4991  17.5778  -0.0014  -0.0024  -0.0003
O  3.5387  2.7958  14.3664  -0.0006  0.0009  -0.0021
O  -3.5921  4.9904  19.3259  0.0013  0  0.0018
O  1.9395  -0.4645  21.0542  0.0018  0.0001  0.001
O  4.0831  5.2591  19.3193  0.0011  0.0011  0.0006
O  3.2184  0.3799  24.7391  0  -0.0013  0.0018
O  3.7128  4.5705  25.5228  -0.0001  0.0008  0.0028
O  4.1843  9.2104  15.6054  -0.0045  -0.0034  0.0049
O  4.1123  0.2038  14.8494  0.0016  -0.0003  -0.001
O  4.2511  8.7125  22.6778  -0.0008  -0.0012  0.004
O  5.0783  11.905  25.3765  0.0005  -0.0034  0.0063
O  -3.9609  7.3903  20.669  0.001  0.0006  0.0034
O  1.0673  10.3211  19.8295  0.0045  -0.0013  0.001
O  9.6494  9.8016  24.3042  -0.0007  0.0033  0.0102
O  2.1071  0.8133  18.8026  0.0009  0.0004  0.0012
O  5.9963  5.7023  25.8743  0.0046  -0.0009  0.0046
O  5.9727  9.5995  20.8698  0.0005  -0.0011  0.0031
O  5.604  4.3812  14.2768  0.0058  0.0042  -0.0013
O  9.4206  5.024  22.9376  -0.0006  0.0014  0.002
O  9.2005  13.1434  15.3445  0.0025  0.0007  -0.0006
O  8.0436  6.7462  24.5143  0.0004  0.0016  0.003
O  9.9299  5.5391  14.7493  -0.0045  0.0033  -0.0025
O  4.6319  2.8709  20.352  0.0001  -0.002  0.0008
O  0.8327  6.2882  14.1806  -0.0064  0.0056  0.0013
O  9.8513  7.6298  22.7563  -0.0001  -0.0007  0.0044
O  10.5897  8.7127  19.537  -0.0014  -0.0008  0.0018
O  -1.8055  9.4554  17.1187  -0.0007  0.0009  -0.0006
O  11.3611  11.0622  15.7158  -0.0018  -0.0006  0.0012
O  6.7135  9.1783  14.9575  0.0023  0.0019  -0.0017
O  0.8317  11.0234  25.3965  0.0015  -0.0011  0.0042
O  6.8604  1.6399  21.1761  0.0006  -0.0008  -0.0004
O  2.3132  3.8634  21.0213  -0.0005  -0.0001  0.0029
O  -1.5063  11.2185  19.9943  0.0023  -0.0027  0.0028
O  2.988  9.6144  24.829  -0.0148  0.0004  0.0117
O  5.0567  2.1346  16.4433  -0.001  0  -0.0032
O  5.6349  9.3753  24.8417  0.0007  0.0049  0.0055
O  7.1496  13.986  16.6305  -0.0003  0.0016  -0.0003
O  2.7173  3.3192  18.4176  0.0003  -0.0006  0.0011
O  8.4089  4.6317  25.9911  -0.0017  0.0036  0.0023
O  7.4782  11.4205  16.0705  -0.0015  -0.005  -0.0032
O  -0.3829  8.4729  15.0301  0.0104  -0.0066  -0.0006
O  9.1918  9.9902  14.5978  -0.0056  0  -0.0001
O  9.0119  12.6739  18.0233  -0.0011  0.0003  -0.0007
O  -2.8149  7.2366  18.2384  0.0003  -0.001  -0.0003
O  0.8697  8.216  25.4522  0.0003  0.0021  0.0094
O  -1.8388  3.9684  17.536  0.0011  -0.0002  -0.0003
O  11.642  3.6663  22.4748  -0.0006  0.0007  0.0034
O  10.0792  12.1642  25.4261  -0.0018  -0.0037  0.0032
O  8.055  9.5452  19.2326  -0.0003  -0.0009  0.0022
O  0.2977  2.4175  17.6736  0.0007  -0.0013  0.0003
O  -2.7327  2.5404  19.5759  0.0001  0.0005  0.0013
O  10.5974  6.3987  24.9465  0.0204  0.0039  0.0121
O  5.844  14.5231  18.7801  0.0013  0.0007  -0.0025
O  0.5737  1.8315  20.7193  0.001  0.0012  0.0037
O  2.0243  11.9911  14.7675  -0.0007  0.0028  -0.0024
O  3.3546  11.6338  19.2987  -0.0005  -0.0024  0.0017
O  5.2946  5.1854  16.8251  0.0011  -0.0009  -0.0037
O  10.171  16.5117  24.6049  -0.0027  0  0.0081
O  4.007  11.2339  21.7906  0.0005  -0.0018  0.0031
O  9.2242  2.422  22.1906  -0.0012  -0.0012  0.0003
O  2.0169  1.8592  22.8716  -0.0012  -0.0012  0.0081
O  3.8575  7.3275  17.6284  -0.0028  0.0038  -0.0009
O  5.5781  1.089  25.5481  -0.0023  -0.0023  0.0041
O  8.3551  9.6391  21.9525  -0.0006  -0.0009  0.0035
O  4.0891  7.1551  24.7415  -0.0009  0.0046  0.0014
O  6.1578  6.8016  18.6679  -0.0014  -0.0002  0
O  2.6062  9.6568  17.7099  0.0042  -0.0075  -0.0016
O  -1.4479  15.5993  15.612  -0.0003  -0.0009  -0.0027
O  5.074  6.9198  14.9185  0.0028  -0.0031  0.0001
O  8.0054  2.0629  25.5872  0.0025  0.0019  0.0041
O  7.4534  5.9818  15.2034  -0.0011  0.0003  -0.0024
O  0.6236  0.2675  24.6521  0.0012  -0.0003  0.003
O  1.7906  2.6733  25.2598  0.0037  0.0116  0.0069
O  1.967  7.8274  15.9417  0.0022  0.0036  -0.0043
O  7.6254  11.0417  25.5126  0.0052  -0.0021  0.0046
O  -0.0157  0.1669  14.5878  -0.0028  -0.0003  -0.0018
O  3.43  9.1567  20.2156  0.0001  -0.0011  0.0029

Results
free energy: -213990.243 eV
free energy less fixed offsets of O -568.88, Si -635.61 eV per atom: -4.803 eV

The program warned: the cutoff lies below the one the program advises for these potential files; the exchange-correlation potential is rough where the density is thin.
